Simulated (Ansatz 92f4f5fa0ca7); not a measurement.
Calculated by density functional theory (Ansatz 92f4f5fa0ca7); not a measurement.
Periodic cell of 363 atoms, Si241O122, from a study of silicon, its oxide and their interface. The atomic structure is a simulated model.
Doubt: the cutoff is far below the 930 eV that the study's wrapper takes by default for these files, so forces and energies are approximate.
This geometry differs little from another in the collection (a relaxation step or a small displacement).

Settings: functional PBE; potential files Ansatz PAW; basis plane waves; wave-function cutoff 580 eV; density cutoff ratio 5; exchange-correlation grid ratio 1; k mesh 1 x 1 x 1, Gamma-centred; self-consistency stop 5e-08 eV per atom in the density residual; occupations fixed; spin none; net charge 0.

Cell vectors (angstrom)
a, 11.6015, 0, 0
b, 0, 13.3963, 0
c, 0, 0, 41.0741

Atoms: element, x, y, z (angstrom)
Si, 0, 2.2327, 1.1851
Si, 3.8672, 2.2327, 1.1851
Si, 7.7343, 2.2327, 1.1851
Si, 1.9336, 5.5818, 1.1851
Si, 5.8008, 5.5818, 1.1851
Si, 9.6679, 5.5818, 1.1851
Si, 0, 8.9308, 1.1851
Si, 3.8672, 8.9308, 1.1851
Si, 7.7343, 8.9308, 1.1851
Si, 1.9336, 12.2799, 1.1851
Si, 5.8008, 12.2799, 1.1851
Si, 9.6679, 12.2799, 1.1851
Si, 1.9336, 1.1164, 1.9745
Si, 5.8008, 1.1164, 1.9745
Si, 9.6679, 1.1164, 1.9745
Si, 0, 4.4654, 1.9745
Si, 3.8672, 4.4654, 1.9745
Si, 7.7343, 4.4654, 1.9745
Si, 1.9336, 7.8145, 1.9745
Si, 5.8008, 7.8145, 1.9745
Si, 9.6679, 7.8145, 1.9745
Si, 0, 11.1635, 1.9745
Si, 3.8672, 11.1635, 1.9745
Si, 7.7343, 11.1635, 1.9745
Si, 1.9336, 1.1164, 4.3426
Si, 5.8008, 1.1164, 4.3426
Si, 9.6679, 1.1164, 4.3426
Si, 0, 4.4654, 4.3426
Si, 3.8672, 4.4654, 4.3426
Si, 7.7343, 4.4654, 4.3426
Si, 1.9336, 7.8145, 4.3426
Si, 5.8008, 7.8145, 4.3426
Si, 9.6679, 7.8145, 4.3426
Si, 0, 11.1635, 4.3426
Si, 3.8672, 11.1635, 4.3426
Si, 7.7343, 11.1635, 4.3426
Si, 0, 0, 36.7335
Si, 3.8672, 0, 36.7335
Si, 7.7343, 0, 36.7335
Si, 1.9336, 3.3491, 36.7335
Si, 5.8008, 3.3491, 36.7335
Si, 9.6679, 3.3491, 36.7335
Si, 0, 6.6981, 36.7335
Si, 3.8672, 6.6981, 36.7335
Si, 7.7343, 6.6981, 36.7335
Si, 1.9336, 10.0472, 36.7335
Si, 5.8008, 10.0472, 36.7335
Si, 9.6679, 10.0472, 36.7335
Si, 0, 0, 39.1017
Si, 3.8672, 0, 39.1017
Si, 7.7343, 0, 39.1017
Si, 1.9336, 3.3491, 39.1017
Si, 5.8008, 3.3491, 39.1017
Si, 9.6679, 3.3491, 39.1017
Si, 0, 6.6981, 39.1017
Si, 3.8672, 6.6981, 39.1017
Si, 7.7343, 6.6981, 39.1017
Si, 1.9336, 10.0472, 39.1017
Si, 5.8008, 10.0472, 39.1017
Si, 9.6679, 10.0472, 39.1017
Si, 0, 2.2327, 39.891
Si, 3.8672, 2.2327, 39.891
Si, 7.7343, 2.2327, 39.891
Si, 1.9336, 5.5818, 39.891
Si, 5.8008, 5.5818, 39.891
Si, 9.6679, 5.5818, 39.891
Si, 0, 8.9308, 39.891
Si, 3.8672, 8.9308, 39.891
Si, 7.7343, 8.9308, 39.891
Si, 1.9336, 12.2799, 39.891
Si, 5.8008, 12.2799, 39.891
Si, 9.6679, 12.2799, 39.891
Si, -0.2409, -0.0695, 29.4005
Si, 3.8387, 2.4464, 30.4447
Si, 7.6354, 0.339, 29.7736
Si, 1.9245, 3.6113, 29.7273
Si, 5.7305, 3.5421, 29.4676
Si, 9.5891, 3.997, 30.7303
Si, 0.0863, 7.6391, 28.7479
Si, 2.5188, 7.4372, 29.0138
Si, 8.007, 9.5793, 28.6537
Si, 1.5938, 10.524, 29.7092
Si, 5.0861, 10.6068, 29.1955
Si, 9.0804, 10.1728, 30.5748
Si, -0.0747, 2.7161, 30.6332
Si, 3.8073, 0.3301, 29.6148
Si, 7.6684, 2.5743, 30.5371
Si, 2.7559, 5.6524, 30.5325
Si, 5.177, 5.5448, 30.5263
Si, 9.6559, 5.1659, 28.7943
Si, -0.31, 9.2987, 30.4044
Si, 3.4665, 9.2224, 30.3118
Si, 7.109, 6.8326, 28.6071
Si, 1.8065, 12.7164, 30.3877
Si, 5.6834, 12.5355, 30.432
Si, 9.4749, 12.4616, 30.5621
Si, 0.0531, 2.2686, 32.9077
Si, 3.8716, 2.3563, 32.8253
Si, 7.624, 2.3013, 32.8774
Si, 2.0047, 5.6787, 32.796
Si, 5.8012, 5.651, 32.8099
Si, 9.6476, 5.4177, 32.7168
Si, 0.0342, 8.946, 32.7288
Si, 3.8658, 9.0076, 32.6601
Si, 7.9518, 9.1697, 32.5989
Si, 1.8989, 12.3854, 32.7572
Si, 5.7618, 12.3335, 32.7894
Si, 9.6662, 12.472, 32.8941
Si, 1.9744, 1.1703, 33.638
Si, 5.7405, 1.1446, 33.6224
Si, 9.6433, 1.2761, 33.6472
Si, 0.0552, 4.5256, 33.583
Si, 3.8847, 4.5659, 33.6842
Si, 7.6978, 4.5063, 33.6589
Si, 1.9845, 7.8957, 33.5663
Si, 5.9022, 7.9699, 33.3643
Si, 9.6976, 7.7785, 33.4424
Si, -0.0229, 11.209, 33.5498
Si, 3.8291, 11.2077, 33.5229
Si, 7.7479, 11.2852, 33.6202
Si, 1.9455, 1.1215, 35.981
Si, 5.7898, 1.1177, 35.9708
Si, 9.662, 1.1357, 35.9835
Si, 0.0146, 4.4795, 35.9469
Si, 3.8675, 4.468, 36.0079
Si, 7.7251, 4.4749, 35.9931
Si, 1.9343, 7.8222, 35.9401
Si, 5.8231, 7.8408, 35.8356
Si, 9.6672, 7.7897, 35.8723
Si, 0.0023, 11.1664, 35.9294
Si, 3.8598, 11.165, 35.9154
Si, 7.7281, 11.1745, 35.9691
Si, -0.0093, -0.022, 5.1718
Si, 3.8667, 0.0032, 5.0925
Si, 7.7348, -0.0044, 5.1719
Si, 1.9329, 3.3429, 5.1421
Si, 5.792, 3.3619, 5.1209
Si, 9.671, 3.3361, 5.0873
Si, 0.0051, 6.6915, 5.1421
Si, 3.8503, 6.6956, 5.1285
Si, 7.7306, 6.6869, 5.1128
Si, 1.9433, 10.0382, 5.1282
Si, 5.8011, 10.0339, 5.1739
Si, 9.678, 10.0409, 5.1282
Si, -0.0421, -0.127, 7.5661
Si, 3.8665, -0.0641, 7.432
Si, 7.7243, -0.0667, 7.5739
Si, 1.9178, 3.267, 7.5164
Si, 5.7544, 3.3638, 7.4847
Si, 9.6704, 3.2461, 7.4279
Si, 0.0001, 6.6186, 7.5183
Si, 3.7887, 6.6551, 7.4956
Si, 7.7006, 6.6061, 7.4667
Si, 1.9917, 9.9794, 7.4946
Si, 5.8049, 9.9499, 7.5723
Si, 9.6968, 9.9697, 7.4932
Si, -0.0188, 2.1188, 8.2673
Si, 3.8758, 2.1581, 8.2586
Si, 7.6857, 2.2297, 8.2165
Si, 1.8951, 5.4713, 8.3887
Si, 5.7274, 5.6108, 8.3054
Si, 9.6401, 5.4619, 8.1911
Si, 0.0727, 8.8666, 8.275
Si, 3.8668, 8.8409, 8.4079
Si, 7.7888, 8.8043, 8.2543
Si, 1.9607, 12.2016, 8.2671
Si, 5.762, 12.2094, 8.2948
Si, 9.6181, 12.1399, 8.4162
Si, 0.0422, 1.9588, 10.6211
Si, 3.7963, 2.3576, 10.6075
Si, 7.4984, 2.5876, 11.4955
Si, 1.8295, 5.3492, 10.8053
Si, 7.1213, 6.8415, 11.8298
Si, 9.8317, 5.2837, 10.5094
Si, 0.3302, 8.71, 10.625
Si, 4.0069, 8.2557, 10.7565
Si, 8.2882, 8.6307, 10.5411
Si, 2.6418, 12.2998, 10.5166
Si, 5.0788, 12.1553, 10.5598
Si, 9.3503, 11.651, 10.7788
Si, 2.0221, 1.0056, 11.3446
Si, 5.4618, 1.5196, 11.9803
Si, 8.9815, 0.8785, 12.1157
Si, -0.0409, 4.09, 11.4836
Si, 3.9002, 4.5133, 11.4311
Si, 8.2195, 4.7673, 12.1287
Si, 2.0101, 7.4997, 11.6146
Si, 5.2742, 6.2319, 10.5763
Si, 10.1486, 7.4533, 11.2547
Si, 0.4344, 10.5917, 11.9347
Si, 5.0665, 9.7139, 12.39
Si, 6.6244, 8.3697, 13.4754
O, 5.0701, 1.4752, 13.586
O, 11.1227, 3.8998, 13.1043
O, 5.6535, -2.5872, 11.3104
O, 1.8475, 0.7967, 12.9837
O, 0.4252, 10.2487, 13.5593
O, 13.5011, 11.2737, 11.6134
O, 10.1535, 7.3824, 12.922
O, 4.3856, 10.4822, 13.6941
O, 7.8854, 9.298, 13.9808
O, 4.1815, 4.1908, 13.0562
O, 9.0797, 0.7116, 13.7436
O, 5.9095, 7.7438, 14.8062
O, 5.7054, 3.6828, 27.7783
O, 1.7258, 3.6357, 28.0733
O, 7.4977, 0.411, 28.1183
O, 3.5041, 7.2163, 27.6897
O, 8.6687, 9.9359, 27.2196
O, 6.5528, 7.0773, 27.0826
O, 10.1443, 4.519, 27.3742
O, 6.394, 9.845, 28.5696
O, -0.8185, 6.3146, 29.1376
O, 1.6927, 10.4586, 28.0209
O, -0.1787, 12.9594, 27.7852
O, 4.2698, 11.1861, 27.8747
Si, 5.6458, 4.2273, 26.2182
Si, 9.3209, 10.1998, 25.751
Si, 10.7767, 12.7281, 26.3036
Si, 1.6469, 0.0011, 14.3822
Si, 2.0039, 9.4218, 22.319
Si, 9.6317, 6.8504, 21.068
Si, 1.1347, 5.6977, 24.859
Si, 7.767, 10.6534, 17.7909
Si, 4.6068, 10.7307, 17.9568
Si, 5.6459, 1.4103, 24.7977
Si, 10.3964, 7.4958, 25.8989
Si, 9.3048, 13.254, 17.5902
Si, 8.7789, 1.4143, 20.2895
Si, 4.1987, 11.5345, 14.9324
Si, 4.3893, 7.7361, 18.6093
Si, 11.423, 11.1147, 14.8274
Si, 9.7207, 4.3082, 13.9047
Si, 2.8603, 11.0687, 27.0503
Si, 8.921, 9.4843, 15.2204
Si, 4.097, 9.4899, 24.7014
Si, 1.7651, 11.5179, 20.24
Si, 8.0969, 0.9032, 26.6965
Si, 11.1576, 11.0957, 22.0634
Si, 10.5801, 7.0983, 14.4654
Si, 3.2721, 0.5587, 26.5061
Si, 10.9925, 0.2867, 23.5467
Si, 1.0013, 6.4261, 21.9789
Si, 4.1418, 13.2009, 19.9831
Si, 2.9158, 2.0112, 16.2407
Si, 10.0156, 3.2683, 26.3531
Si, 1.9866, 7.1105, 13.9724
Si, 4.5913, 7.1363, 15.5171
Si, 8.655, 1.5431, 15.0856
Si, 9.8817, 3.0753, 23.2955
Si, 7.4703, 6.5074, 25.8319
Si, 7.2207, 7.8197, 22.936
Si, 5.5195, 0.8647, 15.0365
Si, 1.2918, 3.0248, 26.6278
Si, 6.5126, 13.4686, 22.1349
Si, 9.8235, 9.588, 19.7714
Si, 2.9651, 5.4853, 20.0029
Si, 11.7252, 1.9941, 21.4071
Si, 2.627, 2.4444, 19.3171
Si, 3.4821, 4.6062, 14.4725
Si, 5.6317, 6.2414, 20.9457
Si, 11.703, 11.1841, 17.8561
Si, 6.8757, 10.6962, 23.7947
Si, 8.1718, 4.2746, 21.0073
Si, 3.7199, 6.8057, 26.1219
O, 7.8785, 14.0357, 21.4227
O, 5.8927, 1.1787, 23.192
O, 1.53, 11.4879, 18.613
O, 2.8067, 12.6566, 20.7376
O, 9.4461, 0.9156, 16.3607
O, 0.3243, 11.9123, 20.8794
O, 2.3151, 2.202, 17.7391
O, -0.2937, 6.462, 25.0509
O, 7.0517, 4.9288, 25.7119
O, 5.4691, 10.38, 24.5887
O, 3.2208, 7.7772, 14.8504
O, 10.0763, 10.1397, 21.2994
O, 11.5785, 0.0304, 25.0532
O, 5.61, 7.2183, 19.6049
O, 11.2065, 3.2946, 22.312
O, 4.1122, 10.7902, 16.3919
O, 0.5582, 0.8729, 22.5424
O, 9.9157, 8.8258, 25.0748
O, 0.4263, 10.7297, 16.3119
O, 2.1638, 5.4771, 14.0706
O, 0.5618, 7.3903, 14.704
O, 3.1217, 3.9954, 19.3724
O, 7.0345, 1.3993, 15.362
O, 0.1782, 12.6793, 14.4949
O, 9.8138, 10.8237, 14.8955
O, 8.4585, 10.2744, 19.2188
O, 6.7052, 4.9991, 20.9196
O, 9.8287, 8.1559, 15.4254
O, 6.199, 10.5642, 18.0386
O, 11.0289, 6.7415, 21.8631
O, 8.1486, 9.5926, 16.6335
O, 4.1412, 5.6137, 21.1306
O, 5.4478, 13.1558, 20.9384
O, 10.375, 1.4575, 20.6483
O, 9.793, 1.4357, 23.5705
O, 10.749, 12.5233, 17.8617
O, 7.1574, 9.4367, 22.7929
O, 4.808, 7.4731, 17.0728
O, 10.4402, 12.2272, 22.9976
O, 0.6498, 10.1807, 22.899
O, 2.4442, 12.5476, 26.4937
O, 4.4569, 7.9725, 25.227
O, 3.8344, 1.3838, 19.6572
O, 2.7913, 12.2692, 14.6116
O, 4.0367, 9.3517, 18.6879
O, 9.2538, 13.2731, 26.2654
O, 5.4402, 12.6193, 14.9786
O, 4.4583, 5.3454, 26.0324
O, 10.1051, 5.5838, 14.8751
O, 9.1299, 3.1047, 14.871
O, 8.5891, 3.751, 22.5299
O, 3.0488, 10.0932, 25.784
O, 1.2932, 4.2355, 25.5428
O, 2.2726, 10.0836, 20.8428
O, 1.7685, 1.0824, 15.5731
O, 9.6972, 7.9614, 19.8719
O, 11.0043, 9.9559, 18.6949
O, 1.4894, 5.6088, 20.6621
O, 9.2468, 5.3832, 20.4558
O, 8.1381, 10.822, 24.8223
O, 3.1216, 6.7391, 18.948
O, 9.0269, 6.6856, 26.262
O, 6.7916, 12.0765, 22.9401
O, 10.6311, 11.1432, 25.9626
O, 2.3106, 1.8354, 26.2222
O, 8.7089, 0.6309, 18.8824
O, 6.9541, 0.8435, 25.5669
O, 8.5402, 7.2603, 22.1952
O, 8.1869, 12.1255, 17.2434
O, 7.212, 7.3655, 24.4937
O, 3.3151, 9.5721, 23.269
O, 4.5424, 5.5147, 15.3203
O, 1.7891, 7.8365, 22.1085
O, 4.4327, 1.3601, 16.1734
O, 1.3281, 2.2586, 20.3314
O, 11.3803, 2.3989, 26.5983
O, 8.1934, 2.9356, 20.0724
O, 4.3665, 0.5307, 25.2996
O, 8.7021, 2.4151, 26.7894
O, 9.9544, 3.7565, 24.7827
O, 5.3836, 2.9789, 25.1935
O, 2.9951, 3.4007, 15.4133
O, 5.9019, 7.1783, 22.2409
O, 1.3453, 5.4989, 23.2658
O, 2.2358, 6.697, 25.4811
O, 4.3054, 12.1688, 18.7061
O, -5.7189, -6.5792, 29.6763
O, 5.6816, -0.0369, 11.4936
O, 19.223, 2.4442, 9.846
O, 8.5344, 10.2385, 10.9886
O, 8.1849, 7.982, 28.9622
O, -0.5498, 1.5545, 29.5194
O, -0.3903, 8.0258, 27.2158
O, -0.7881, 11.6211, 11.5484
O, 10.4049, 1.1368, 11.3463
O, 8.4734, 12.8272, 11.5099
O, -7.6302, 0.6704, 27.9816
O, 8.0327, 5.4901, 28.6515

Results
free energy: -222584.241 eV
free energy less fixed offsets of O -568.88, Si -635.61 eV per atom: 1.129 eV

Forces (eV/angstrom), in the order of the atoms: element, x, y, z
Si, -0.0005, -0.0077, -0.0044
Si, -0.0037, 0.0044, 0.029
Si, 0.0101, 0.0187, -0.0152
Si, 0.0144, 0.0277, -0.009
Si, 0.0054, 0.0042, 0.0085
Si, -0.0082, 0.0201, 0.0041
Si, 0.0113, 0.0112, -0.0096
Si, -0.0065, 0.0141, -0.0066
Si, 0.002, 0.0154, 0.0328
Si, -0.0189, 0.0071, 0.0093
Si, -0.0041, -0.0172, 0.0115
Si, 0.0096, 0.006, 0.0179
Si, -0.0682, -0.0214, 0.0033
Si, 0.0534, 0.0108, -0.0111
Si, -0.0069, -0.0642, -0.0073
Si, 0.0192, 0.0039, -0.0213
Si, -0.0322, -0.0003, -0.0029
Si, -0.005, -0.0393, -0.0034
Si, -0.0333, -0.0137, 0.0096
Si, -0.0324, -0.0098, -0.0085
Si, 0.0201, -0.0397, -0.0053
Si, 0.0289, -0.0213, 0.0019
Si, 0.044, -0.0467, 0.001
Si, -0.0238, -0.0088, 0
Si, -0.2107, -0.064, 0.0941
Si, 0.1436, 0.0169, 0.0898
Si, -0.0063, -0.2754, 0.0144
Si, 0.0879, -0.0006, -0.0707
Si, -0.1197, 0.025, -0.0793
Si, -0.0396, -0.0598, -0.1455
Si, -0.0535, -0.0401, -0.1363
Si, -0.1004, -0.0101, 0.0832
Si, 0.0612, -0.0751, 0.0515
Si, 0.0785, -0.057, 0.0087
Si, 0.1121, -0.131, 0.0146
Si, -0.044, -0.0325, 0.2503
Si, 0.0145, 0.0005, -0.0213
Si, 0.002, -0.1203, 0.1903
Si, -0.0647, 0.0955, 0.1724
Si, -0.0406, 0.0364, 0.2523
Si, -0.0154, -0.0445, 0.3029
Si, 0.0857, 0.2092, 0.1678
Si, -0.0534, 0.1222, -0.1067
Si, 0.2341, 0.3148, -0.2475
Si, -0.0614, 0.28, -0.1874
Si, 0.0112, 0.0677, -0.0226
Si, -0.1018, -0.0538, -0.182
Si, 0.0233, -0.1705, -0.343
Si, 0.0033, 0.0023, 0.021
Si, -0.0006, -0.0528, -0.0031
Si, -0.0136, 0.0399, 0.0041
Si, -0.0244, 0.0084, -0.0012
Si, 0.0055, -0.0209, 0.0005
Si, 0.0365, 0.0686, 0.0069
Si, -0.0195, 0.061, 0.0027
Si, 0.0922, 0.1235, 0.0208
Si, -0.0218, 0.1069, 0.0133
Si, -0.0034, 0.0351, 0.0025
Si, -0.0428, -0.0167, 0.016
Si, 0.0228, -0.0644, 0.0132
Si, -0.0088, 0.0201, 0.0146
Si, 0.0034, -0.0025, 0.0015
Si, -0.0032, -0.0043, 0.0156
Si, -0.0172, -0.0407, -0.0441
Si, -0.006, -0.0153, -0.016
Si, 0.0064, -0.0383, -0.0083
Si, -0.0003, -0.0102, 0.0021
Si, 0.0037, -0.0172, 0.0203
Si, -0.0041, -0.0232, -0.0151
Si, 0.0215, -0.0047, 0.0092
Si, -0.0011, 0.018, -0.0003
Si, -0.0102, 0.0099, -0.0465
Si, 0.0048, 0.0124, -0.0328
Si, -0.0079, -0.0214, 0.0075
Si, -0.014, 0.0036, -0.0037
Si, 0.0065, 0.0077, 0.0086
Si, -0.0073, -0.0064, -0.006
Si, -0.0052, 0.0071, -0.0088
Si, -0.0061, 0.0071, -0.0187
Si, 0.0101, -0.0007, 0.0033
Si, -0.0033, 0.0082, -0.013
Si, -0.0028, 0.0108, 0.0033
Si, 0.0212, 0.0041, -0.0269
Si, -0.0098, -0.0002, -0.0032
Si, -0.0011, -0.0025, 0.0159
Si, 0.0197, 0.0276, 0.012
Si, 0.0138, 0.0049, 0.0098
Si, -0.0103, -0.0078, 0.0113
Si, 0.0026, 0.0018, -0.0035
Si, 0.0058, -0.0127, -0.0018
Si, 0.0068, -0.0043, 0.0201
Si, -0.0095, -0.0065, 0.0056
Si, -0.0055, 0.0126, -0.0008
Si, -0.0109, -0.0135, 0.0242
Si, -0.0102, -0.0036, 0.0162
Si, 0.0061, -0.0048, 0.0208
Si, 0.0114, -0.0071, 0.0053
Si, 0.0032, 0.0013, -0.0148
Si, -0.0112, -0.0074, 0.0076
Si, -0.0041, -0.0008, -0.01
Si, 0.0125, -0.0009, 0.0052
Si, -0.0041, -0.0006, -0.0005
Si, 0.008, 0.0019, -0.0103
Si, -0.0079, 0.0018, 0.0024
Si, 0.0017, 0.0026, 0.005
Si, 0.005, -0.0073, -0.0057
Si, -0.0008, -0.0038, -0.0075
Si, -0.0008, 0.0038, 0.0038
Si, -0.0102, 0.0096, -0.003
Si, 0.0088, 0.0087, -0.0056
Si, -0.0006, -0.0012, -0.0163
Si, 0.0086, 0.0015, -0.0069
Si, -0.0007, -0.0057, -0.005
Si, -0.0053, 0.0023, -0.0109
Si, -0.0013, -0.0008, -0.0028
Si, -0.0002, -0.007, -0.0061
Si, 0.0021, 0.0015, -0.0057
Si, -0.0052, 0.0003, -0.0096
Si, -0.0041, 0.0097, -0.0069
Si, 0.0017, 0.0002, -0.0089
Si, 0.002, -0.0022, -0.002
Si, -0.0008, 0.0004, -0.0014
Si, 0.0002, -0.0005, 0.0014
Si, 0.0005, -0.0003, 0.0047
Si, -0.0001, 0.0033, 0.0015
Si, 0.0007, 0.0004, 0.0007
Si, 0.0026, -0.0023, -0.0038
Si, 0.0034, 0.0009, 0.0027
Si, -0.0019, 0.0001, 0.0032
Si, -0.0024, -0.0004, -0.0014
Si, 0.0005, -0.0039, -0.0006
Si, 0.0012, -0.0012, -0.0006
Si, 0.0026, 0.0022, -0.0054
Si, -0.0052, 0.0006, -0.0023
Si, -0.0021, 0.0024, 0.003
Si, -0.0022, 0.0001, -0.0026
Si, 0.0027, 0.0002, 0.0007
Si, -0.0032, -0.0008, 0.0014
Si, -0.0019, 0.0007, -0.0017
Si, 0.0004, 0.0001, -0.0028
Si, -0.0008, 0.0006, 0.0004
Si, 0.0003, 0.0033, -0.0039
Si, 0.0018, -0.0011, -0.0053
Si, -0.0003, -0.0053, 0.0014
Si, -0.0052, -0.0014, 0.0122
Si, 0.0072, -0.0001, 0.0028
Si, 0.0034, -0.0051, 0.0063
Si, 0.0052, 0.0085, 0.0072
Si, -0.0006, -0.0007, 0.0023
Si, 0.0036, -0.0038, 0.0041
Si, -0.0027, 0.0014, 0.0069
Si, -0.0051, -0.0036, 0.0101
Si, 0.0028, 0.0008, 0.0034
Si, 0.0012, 0.0015, 0.0064
Si, 0.0101, 0.0057, 0.0053
Si, -0.0007, 0.0098, 0.0063
Si, -0.0021, 0.0019, -0.0013
Si, -0.0054, -0.0015, 0.0138
Si, 0.0018, -0.0046, -0.0168
Si, 0.0059, -0.0066, -0.0094
Si, 0.0009, 0.0047, 0.0061
Si, 0.0012, 0.0004, 0.0017
Si, -0.0026, 0.0006, 0.0022
Si, 0.0001, -0.0033, 0.0061
Si, -0.0062, -0.0031, -0.0085
Si, -0.0023, -0.0018, -0.0199
Si, -0.0053, 0.0001, 0.0132
Si, -0.0032, -0.0103, 0.0265
Si, -0.0014, -0.0195, 0.0099
Si, 0.0039, 0.0077, -0.0107
Si, 0.0088, 0.0018, 0.0015
Si, 0.017, 0.0146, -0.0018
Si, 0.0184, -0.0113, -0.0036
Si, 0.0044, 0.0107, -0.0102
Si, -0.0133, -0.0025, -0.0096
Si, -0.0105, -0.0095, -0.0106
Si, 0.001, 0.0136, -0.0052
Si, -0.0068, -0.0046, 0.0123
Si, 0.0013, 0.016, -0.0457
Si, 0.0246, -0.004, -0.0559
Si, -0.0142, 0.018, -0.0089
Si, -0.0122, 0.0073, 0.0114
Si, 0.013, 0.0027, 0.0002
Si, -0.0153, -0.0003, 0.0005
Si, -0.0095, -0.0157, -0.011
Si, -0.0061, -0.004, 0.005
Si, -0.0035, -0.0123, 0.0037
Si, -0.0013, 0.0089, -0.0265
Si, 0.0121, -0.014, -0.0073
Si, -0.0075, 0.0035, 0.0024
Si, -0.0113, 0.0056, 0.0156
Si, -0.0186, -0.0004, 0.0622
O, -0.0007, 0.0001, -0.0046
O, 0.007, -0.0042, -0.0039
O, 0.0147, -0.0128, 0.0082
O, 0.0019, 0.0004, 0.0005
O, -0.0043, 0.0033, 0.0076
O, 0.0066, -0.001, -0.0015
O, -0.0054, -0.0018, 0.0112
O, 0.0089, -0.0061, -0.0169
O, -0.0101, -0.0071, -0.0142
O, 0.0133, -0.0163, -0.0153
O, 0.0089, -0.0023, -0.0107
O, -0.0117, 0.0057, -0.0162
O, -0.0012, 0.009, -0.0088
O, -0.0035, -0.0033, -0.0174
O, 0.0023, 0.0016, -0.0077
O, -0.0007, -0.0014, -0.0019
O, -0.0019, -0.0044, 0.0037
O, 0.0059, 0.0008, -0.0051
O, -0.0031, 0.012, 0.0055
O, -0.0028, -0.0086, 0.0019
O, -0.0012, 0.0047, 0.0006
O, -0.0002, -0.0144, -0.0052
O, -0.0029, 0.0001, 0.0081
O, -0.0058, -0.0015, 0.0075
Si, -0.0046, -0.0017, 0.0045
Si, 0.0018, 0.0016, -0.0016
Si, 0.0001, -0.0008, -0.0082
Si, -0.0037, -0.0082, 0.0011
Si, 0.0004, -0.0026, -0.0048
Si, 0.0047, -0.0056, -0.0054
Si, 0.0051, -0.0046, -0.0081
Si, -0.0043, 0, 0.0014
Si, -0.0051, -0.0007, -0.0003
Si, 0.0005, -0.0083, -0.0032
Si, 0.0013, 0.0064, -0.009
Si, -0.0013, 0.0039, 0.0015
Si, -0.0027, 0.004, -0.002
Si, -0.0003, -0.0032, 0.0123
Si, 0.0011, 0.0008, -0.0021
Si, 0.0028, -0.0057, -0.0004
Si, 0.0077, 0.0007, 0.0258
Si, 0.0055, 0.0112, -0.0121
Si, 0.0123, 0.0028, 0.0032
Si, -0.0029, 0.002, 0.0001
Si, 0.003, 0.0021, 0.0008
Si, 0.001, -0.0061, -0.0071
Si, -0.0005, 0.0014, -0.0041
Si, 0.0101, 0.0014, 0.0074
Si, -0.0014, -0.0025, 0.0065
Si, 0.0014, 0.0008, -0.0022
Si, -0.0014, 0.0014, -0.0061
Si, 0.0003, 0.0018, -0.0023
Si, 0.0071, -0.0011, 0.0061
Si, -0.0033, -0.0089, -0.0063
Si, -0.0035, -0.001, -0.0011
Si, 0.0289, -0.0022, 0.0089
Si, -0.0051, -0.001, 0.0067
Si, 0.0021, -0.0019, -0.0072
Si, -0.0091, 0.0009, -0.0048
Si, 0.0006, -0.0036, -0.0075
Si, 0.004, 0.001, 0.0072
Si, 0.0079, -0.0092, -0.001
Si, 0.0007, -0.0013, -0.0085
Si, 0.0012, -0.0071, 0.001
Si, 0.001, -0.002, -0.0045
Si, -0.0014, -0.0008, -0.0031
Si, 0.0045, 0.002, 0.0065
Si, -0.0065, 0.0186, 0.0193
Si, -0.001, -0.0055, -0.0083
Si, 0.0009, -0.0026, 0.0011
Si, 0.0011, 0.0022, -0.0025
Si, -0.0006, 0.0002, -0.0093
Si, 0.0001, 0.0029, -0.0023
O, 0.0005, -0.0014, 0.0007
O, -0.0014, 0.0004, 0.0046
O, -0.0009, 0.0002, -0.0024
O, -0.0005, -0.0017, -0.0007
O, 0.0018, -0.0046, 0.005
O, 0, -0.0024, 0.0001
O, 0.0004, 0.0004, 0.0036
O, -0.0016, -0.0006, 0.0008
O, 0.0022, -0.0011, 0.0005
O, 0.0022, -0.0001, -0.002
O, 0.009, 0.0011, 0.0009
O, -0.0005, -0.0003, -0.0017
O, 0.0013, 0.0018, -0.0022
O, 0.0006, -0.0011, 0.0018
O, -0.0021, -0.0005, 0.0013
O, 0.0029, -0.0004, 0.0022
O, 0.0009, -0.0025, -0.0004
O, 0.0025, -0.0064, -0.0011
O, -0.0001, 0.0015, -0.0008
O, 0.0009, 0, 0.0024
O, -0.0079, -0.0036, -0.0014
O, -0.0018, -0.0009, 0.0004
O, -0.003, -0.0014, -0.0048
O, 0.001, -0.0022, -0.0012
O, -0.0016, -0.0043, 0.0007
O, -0.0017, 0.0027, -0.0073
O, 0.0002, 0.0019, 0.0015
O, 0.0037, 0.0013, -0.0024
O, 0.0091, 0.0001, -0.0049
O, 0.0004, -0.0003, -0.0002
O, -0.0032, 0.0064, 0.0047
O, -0.0006, 0.0009, -0.0007
O, 0.003, -0.0003, 0.0038
O, 0.0021, -0.0013, 0.0006
O, -0.0007, 0.0022, 0.0014
O, 0.0002, -0.0012, -0.0005
O, -0.0006, 0.0001, 0.0025
O, -0.0035, -0.0116, -0.0308
O, -0.0016, -0.0015, 0.001
O, 0.0005, -0.0015, 0.0007
O, 0.0033, -0.0032, -0.0005
O, -0.0003, -0.0049, 0.0005
O, -0.0018, -0.0012, -0.0021
O, 0.0033, -0.0016, -0.0019
O, 0.001, 0.0031, -0.0029
O, -0.0021, 0.002, 0.0024
O, 0.003, 0.0017, -0.0033
O, 0.0023, -0.0028, 0.0005
O, -0.0071, -0.0052, -0.0096
O, 0.001, 0.0091, -0.0089
O, 0.0009, -0.0016, 0.0022
O, 0.0003, -0.0026, -0.0023
O, -0.0016, 0.0053, -0.0017
O, -0.0004, -0.0015, 0.0021
O, -0.0048, 0.0014, 0.0002
O, 0.0008, -0.0002, 0.0022
O, 0.0015, 0.0021, -0.0014
O, -0.0002, 0.0003, 0.0043
O, -0.0013, 0.0012, 0.0041
O, -0.0013, -0.0003, -0.0012
O, 0.001, -0.0004, 0.0003
O, 0.0031, -0.0043, 0.0075
O, -0.0005, -0.0014, 0.0014
O, -0.006, -0.0028, -0.0007
O, -0.0028, 0.0051, 0.0004
O, 0.0023, -0.003, -0.0031
O, -0.0027, 0.0052, -0.001
O, -0.0043, 0.0021, 0.002
O, -0.0018, -0.0068, 0.001
O, 0.0013, -0.0001, -0.0018
O, 0.0016, -0.0014, -0.0008
O, 0.0098, 0.0335, 0.0032
O, -0.0046, -0.006, -0.0003
O, -0.002, 0.0015, -0.0003
O, -0.0002, -0.0021, -0.0011
O, 0.0014, 0.0039, -0.0008
O, 0.002, -0.0036, 0.0029
O, 0.0095, 0.0071, -0.0075
O, -0.0013, -0.0024, -0.0004
O, -0.0008, 0.0011, -0.0014
O, 0.0005, 0.0002, 0.0014
O, -0.0004, -0.0012, 0.0004
O, 0.0026, 0.0022, 0.0042
O, -0.0002, 0.0033, 0.0037
O, -0.0015, -0.0056, 0.0018
O, 0.0029, -0.0018, 0.0002
O, 0.0087, 0.0015, -0.0015
O, 0.0116, -0.0022, 0.006
O, -0.0011, 0.0043, 0.0052
O, 0.0051, 0.0011, 0.0072
O, -0.0013, -0.0091, 0
O, 0.0017, -0.0198, -0.0032
O, 0.0029, -0.0037, 0.0133
O, -0.0196, 0.0056, 0.003
O, -0.0032, 0.0061, -0.0075
O, -0.0018, 0.0121, 0.0172
O, -0.0036, -0.0012, -0.0153
O, 0.0009, -0.0026, -0.0053

The program warned: the cutoff lies below the one the program advises for these potential files; the forces do not sum to zero within the program's tolerance; the exchange-correlation potential is rough where the density is thin.
